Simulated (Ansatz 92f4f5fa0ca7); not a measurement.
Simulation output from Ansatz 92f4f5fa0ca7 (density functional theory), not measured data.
Periodic cell of 253 atoms, Si144O109, from a study of silicon, its oxide and their interface. The atomic structure is a simulated model.
Doubt: the cutoff is far below the 930 eV that the study's wrapper takes by default for these files, so forces and energies are approximate.

Settings
functional: PBE
potential files: Ansatz PAW
basis: plane waves
wave-function cutoff: 580 eV
density cutoff ratio: 5
exchange-correlation grid ratio: 1
k mesh: 1 x 1 x 1, Gamma-centred
self-consistency stop: 5e-08 eV per atom in the density residual
occupations: fixed
spin: none
net charge: 0

Cell vectors (angstrom)
a, 10.938, 0, 0
b, 0, 10.938, 0
c, 4.4974, 1.0996, 36.6221

Atoms and the computed forces on them: element, x, y, z (angstrom), force x, y, z (eV/angstrom)
Si, 10.8976, -0.7222, 30.4921, 0.0032, 0.0095, -0.0029
Si, 11.8331, 5.6709, 30.7244, -0.0039, -0.0087, 0.004
Si, 13.5409, 7.3421, 30.6717, -0.0028, 0.0064, -0.0003
Si, 14.5466, 2.9291, 30.6617, -0.0005, 0.0012, -0.0051
Si, 5.3009, 4.6726, 30.5136, 0.0073, 0.0035, -0.0185
Si, 9.1374, 8.519, 30.5191, -0.0097, -0.0075, -0.0101
Si, 17.2884, 11.1607, 30.5175, -0.0048, 0.0026, -0.0045
Si, 8.0387, 1.9467, 30.6693, 0.008, -0.0044, 0.0014
Si, 9.9993, 6.6689, 31.8131, 0.0076, -0.0001, 0.0028
Si, 12.6345, 9.2419, 31.7966, -0.0103, 0.0009, 0.0009
Si, 9.9101, 1.019, 31.7937, 0.0055, -0.0069, 0.0016
Si, 12.7621, 3.8604, 31.8915, -0.0012, 0.0001, 0.0036
Si, 15.3838, 6.4635, 31.8382, 0.0023, 0.0003, 0.0054
Si, 18.2503, 9.3814, 31.7769, 0.0029, 0.0032, 0.002
Si, 15.5288, 12.0853, 31.8571, 0.0011, 0.0052, 0.0077
Si, 7.1098, 3.7843, 31.8253, 0.0009, -0.007, 0.0066
Si, 8.5763, 5.2139, 33.0757, -0.0001, 0.0032, 0.0084
Si, 11.3149, 7.9596, 33.2883, 0.0028, -0.0002, 0.0022
Si, 8.6074, -0.2714, 33.2801, -0.0018, -0.0003, -0.004
Si, 11.3128, 2.4406, 33.1088, 0.0001, 0.0008, -0.0042
Si, 14.0716, 5.1828, 33.3316, -0.0008, 0.0015, 0.0016
Si, 16.82, 7.9336, 33.0679, 0.0007, 0.0027, 0.0039
Si, 14.0716, 10.6559, 33.0884, -0.0002, 0.0003, 0.0041
Si, 16.7906, 2.4746, 33.3243, -0.0008, -0.0007, 0.0036
Si, 9.9525, 3.8405, 34.4985, -0.0006, 0.0004, -0.0042
Si, 12.6889, 6.5804, 34.6138, -0.0001, -0.0012, 0.005
Si, 9.9614, -1.6263, 34.626, 0.0005, 0.0004, 0.0039
Si, 12.7036, 1.0878, 34.5091, 0.001, -0.0008, -0.0034
Si, 15.432, 3.8297, 34.6481, -0.0023, -0.0034, 0.006
Si, 7.2295, 6.5739, 34.5044, -0.0002, -0.0022, -0.0021
Si, 15.4432, 9.2913, 34.4974, -0.0004, 0.0002, -0.0026
Si, 7.2431, 12.0384, 34.6159, 0.0058, 0.004, 0.0007
Si, 11.3336, 5.2013, 35.9361, -0.2261, -0.1705, -0.0537
Si, 14.0681, 7.9358, 35.9361, 0.19, 0.1742, -0.0325
Si, 11.3336, -0.2677, 35.9361, 0.1919, 0.1962, 0.0301
Si, 14.0681, 2.4668, 35.9361, -0.2945, -0.2955, 0.0963
Si, 5.8646, 5.2013, 35.9361, 0.2408, 0.2683, 0.0312
Si, 8.5991, 7.9358, 35.9361, -0.1906, -0.1999, -0.0321
Si, 5.8646, 10.6703, 35.9361, -0.1408, -0.1815, -0.0866
Si, 8.5991, 2.4668, 35.9361, 0.1938, 0.2088, 0.029
Si, 5.469, 5.469, 0.6813, -0.1667, 0.0026, 0.0049
Si, 8.2035, 8.2035, 0.6813, -0.0199, 0.204, -0.0117
Si, 5.469, 0, 0.6813, 0.2125, 0.0279, -0.0064
Si, 8.2035, 2.7345, 0.6813, -0.0099, -0.1892, 0.0177
Si, 10.938, 5.469, 0.6813, 0.1738, -0.0299, -0.0194
Si, 2.7345, 8.2035, 0.6813, -0.0112, -0.1721, 0.0149
Si, 10.938, 0, 0.6813, -0.1955, -0.0102, 0.0009
Si, 2.7345, 2.7345, 0.6813, 0.0355, 0.1383, -0.0098
Si, 4.1018, 4.1018, 2.0485, -0.1625, 0.1142, 0.028
Si, 6.8362, 6.8362, 2.0485, -0.1896, 0.1614, -0.0836
Si, 4.1018, -1.3673, 2.0485, 0.2295, -0.133, 0.0389
Si, 6.8362, 1.3673, 2.0485, 0.1076, -0.2143, -0.0251
Si, 9.5708, 4.1018, 2.0485, 0.3137, -0.1922, 0.0253
Si, 12.3052, 6.8362, 2.0485, 0.1555, -0.2624, -0.0842
Si, 9.5708, 9.5708, 2.0485, -0.2572, 0.2418, -0.1104
Si, 12.3052, 1.3673, 2.0485, -0.1922, 0.2814, -0.037
Si, 5.4683, 2.7265, 3.3693, 0.0017, 0.0003, -0.0066
Si, 8.2059, 5.4704, 3.3557, 0.0004, 0.0006, -0.0011
Si, 5.4763, 8.1985, 3.4741, -0.0001, -0.0022, -0.0019
Si, 8.2045, 0.0074, 3.4683, 0.0011, 0.0011, 0.0096
Si, 10.9565, 2.7412, 3.4944, 0.0031, 0.0003, 0.0013
Si, 2.7194, 5.451, 3.4667, -0.002, -0.0006, 0.0062
Si, 10.9198, 8.1897, 3.3382, -0.0009, 0.0009, 0.0029
Si, 2.7367, 0.014, 3.3632, -0.0003, -0.0019, -0.0039
Si, 6.8787, 4.0747, 4.6744, -0.004, -0.0043, -0.0012
Si, 9.564, 6.8395, 4.6838, 0.0005, 0.0079, -0.0064
Si, 6.8615, 9.5616, 4.8791, -0.0044, 0.0056, 0.0057
Si, 10.9822, -0.0991, 6.1218, -0.0053, -0.0104, 0.0009
Si, 1.3782, 4.1132, 4.9409, 0.005, -0.0031, 0.0015
Si, 4.1, 6.7995, 4.8476, -0.0015, 0.0024, 0.0036
Si, 12.2831, 9.5604, 4.6295, -0.001, 0.0005, 0.0005
Si, 4.0871, 1.3849, 4.7169, 0.0022, 0.0008, 0.0008
Si, 5.5382, 5.37, 6.1049, -0.0002, 0.0084, -0.0055
Si, 8.2961, 8.1537, 6.1802, 0.0068, 0.0015, -0.0019
Si, 6.4234, 1.8062, 7.3466, 0.001, -0.0068, 0.0161
Si, -0.0885, 5.5615, 6.1743, -0.0044, -0.0015, 0.0015
Si, 2.6462, 8.2323, 6.0604, -0.0081, -0.0015, -0.0048
Si, 10.0963, 9.0823, 7.4728, 0.0021, 0.0038, 0.0027
Si, 2.8228, 2.7021, 6.264, 0.0016, -0.0047, -0.0074
Si, 5.4227, 0.0419, 6.1278, -0.0018, 0.0008, -0.0076
Si, 8.1966, 2.8084, 6.1847, 0.0033, 0.0007, 0.0009
Si, 9.0585, 4.6403, 7.4545, 0.0038, 0.0011, 0.004
Si, 0.8815, 7.3666, 7.3886, -0.0008, 0.0003, 0.0148
Si, 9.5795, 1.3661, 4.8858, -0.0035, 0.001, 0.0084
Si, 4.7747, 3.5485, 7.4186, -0.0031, 0.004, 0.0189
Si, 7.2937, 6.3348, 7.3228, -0.0022, 0.0091, 0.0045
Si, 1.8353, 0.8189, 7.312, -0.0234, 0.0254, 0.0028
Si, 3.5424, -0.8997, 7.2339, 0.022, -0.0208, -0.006
Si, 10.8626, 5.1607, 28.6823, -0.0134, -0.0023, 0.0296
Si, 12.9318, 4.0055, 26.581, -0.0044, -0.0161, 0.0068
Si, 11.3606, 2.3208, 24.399, 0.0003, 0.0035, -0.0076
Si, 6.6814, -0.2382, 26.2497, 0.0095, 0.0027, -0.0053
Si, 6.6014, 4.948, 27.6578, 0.014, -0.0132, 0.0074
Si, 2.3871, 3.1253, 14.988, 0.0002, 0.0005, 0.0001
Si, 8.4383, 3.575, 20.2083, -0.0027, 0.0033, -0.0214
Si, 8.8791, 7.2367, 27.7217, 0.0109, -0.0076, 0.0153
Si, 8.1738, 8.6935, 14.4375, 0.0002, 0.0007, -0.0021
Si, 14.2038, 2.4417, 18.011, 0.0066, -0.0129, -0.0151
Si, 1.4526, 6.4359, 9.465, 0.0032, 0.0109, -0.0225
Si, 9.0103, 3.8559, 12.4973, -0.0015, 0.0066, 0.007
Si, 14.1907, 8.5951, 27.9471, -0.0246, -0.0002, 0.0115
Si, 6.8817, 6.2404, 12.9667, 0.0039, 0.0059, -0.0134
Si, 7.7654, 8.2086, 25.1322, -0.0014, -0.0016, -0.0014
Si, 4.6728, 4.2213, 13.0007, -0.0047, 0.0005, -0.0183
Si, 13.3429, 0.309, 23.0591, -0.0004, 0.0059, -0.0211
Si, 11.3251, 5.1631, 14.0918, -0.0015, -0.0023, 0.0055
Si, 11.853, -0.1839, 28.3535, -0.0138, 0.0004, 0.0281
Si, 3.6315, 9.3689, 12.8544, 0.0073, 0.0019, -0.0177
Si, 4.3814, -0.5965, 10.0465, 0.0131, -0.0093, 0.0167
Si, 9.4213, 8.6835, 22.6903, -0.0046, -0.0002, -0.0205
Si, 11.9267, 8.1943, 18.5556, -0.0013, 0.0103, -0.0172
Si, 3.5329, 4.3449, 10.0195, -0.0063, -0.0029, 0.004
Si, 6.9808, 0.8878, 9.4342, -0.0013, -0.002, -0.0081
Si, 9.2225, -1.1806, 9.592, 0.0089, -0.0075, -0.0167
Si, 8.6455, 2.9867, 28.7001, -0.0042, 0.0169, 0.0343
Si, 16.4894, 6.266, 19.2262, -0.0083, 0.0034, -0.0043
Si, 11.1068, 3.7144, 21.7143, 0.0009, 0.0046, -0.0092
Si, 12.4358, 6.3063, 20.8312, -0.0058, 0.0073, -0.0129
Si, 5.9204, 5.7318, 24.7141, 0.0075, -0.0061, 0.0048
Si, 7.5657, 0.8497, 19.1027, -0.0039, -0.0002, -0.0101
Si, 5.925, -0.3295, 14.3692, -0.001, 0.0064, 0
Si, 14.0861, 6.7562, 25.3754, 0.0061, 0.005, 0.0044
Si, 15.0142, 9.0291, 18.7266, -0.0042, 0.0114, -0.0095
Si, 1.4259, 0.7737, 13.0427, 0.0008, 0.0027, -0.0135
Si, 7.5909, 7.1759, 10.1667, 0.0002, -0.0008, -0.0086
Si, 2.1994, 1.5997, 10.1759, 0.0004, -0.0058, 0.0046
Si, 16.7515, 10.2177, 20.9688, -0.0073, 0.0013, -0.0181
Si, 10.1645, 10.3735, 20.1424, 0.0015, -0.0042, -0.0125
Si, 1.4822, 7.4035, 12.3672, 0, -0.0024, -0.0021
Si, 12.5767, 1.4271, 20.4205, -0.0052, 0.0033, -0.0104
Si, 6.8325, 1.9296, 12.3797, 0.0002, -0.008, -0.0073
Si, 12.3999, 8.2323, 23.2092, -0.0067, 0.0047, -0.0247
Si, 7.6372, 7.6681, 20.6911, 0.0031, 0.0005, -0.0096
Si, 10.2982, -1.2692, 12.4946, -0.0038, 0.0032, -0.0085
Si, 14.0934, 2.0565, 28.5521, -0.009, 0.0035, 0.0217
Si, 5.409, 0.446, 17.1501, 0.0026, 0.0019, -0.0036
Si, 10.1356, 7.2162, 16.2069, 0.0014, 0.0058, -0.0011
Si, 15.0208, 4.6922, 20.0401, 0.0032, -0.0057, 0.0043
Si, 9.6691, 0.9547, 26.5735, -0.0062, 0.0006, 0.0133
Si, 9.7009, 4.9163, 9.7407, -0.013, -0.014, -0.0182
Si, 5.9926, 3.626, 22.2541, 0.0029, -0.0051, -0.0155
Si, 16.239, 0.8184, 23.5848, -0.0001, -0.0034, -0.0229
Si, 8.2664, 6.1123, 18.406, 0.0097, -0.005, -0.0039
Si, 16.3982, -0.1371, 28.3023, -0.0055, 0.0233, 0.0169
O, 12.3834, 2.9169, 21.0705, 0.0008, -0.0014, 0.0074
O, 9.1875, 6.2261, 17.091, -0.0011, 0.0005, 0.0053
O, 8.6397, 8.3093, 28.9326, 0.0059, 0.0061, 0.0068
O, 10.8234, -0.0913, 27.0712, 0.0063, -0.0064, -0.0088
O, 6.9632, 0.4651, 17.6393, -0.0015, -0.001, 0.0027
O, 8.9802, 6.3171, 10.2256, 0.0063, -0.0025, -0.0007
O, 14.4022, 3.8526, 18.785, -0.0014, 0.0094, 0.0144
O, 3.9332, 4.544, 11.5809, 0.0063, -0.0018, 0.0092
O, 10.9087, 3.4391, 23.3072, 0.0008, 0.0025, 0.0099
O, 1.3881, 1.4639, 11.5686, 0, 0.0027, 0.0119
O, 8.9242, 7.9453, 26.2581, -0.0017, 0.0056, 0.0003
O, 10.7957, 8.2937, 23.4462, 0.0072, -0.0026, 0.0196
O, 12.662, 1.2388, 28.5432, 0.0088, -0.0013, -0.0025
O, 10.3235, 4.0725, 13.4204, 0.0016, -0.0017, 0.0004
O, 6.7311, 6.7182, 8.8569, 0.0104, -0.0093, -0.0065
O, 6.4052, 0.6148, 20.2398, 0.0026, 0.0023, 0.0072
O, 8.377, 9.0692, 23.8829, -0.0034, -0.0032, 0.0154
O, 11.2225, 8.3817, 12.8492, -0.0015, -0.0007, 0.0084
O, 10.2385, -1.0195, 10.8767, 0.0012, -0.0013, 0.0067
O, 2.6045, -0.3379, 13.0866, -0.0022, 0.0017, 0.008
O, 5.9363, -0.3538, 9.6682, 0.0033, 0.0065, -0.0018
O, 12.023, 1.0618, 23.6193, 0.0058, -0.0079, 0.0064
O, 4.2711, 9.4237, 11.3652, -0.0014, 0, 0.0086
O, 5.3306, 0.6509, 15.5305, 0.0036, -0.0052, -0.0023
O, 9.556, 4.2754, 29.1533, 0.0025, 0.0008, -0.0131
O, 15.6574, 3.7673, 21.2359, -0.0113, 0.0054, -0.0047
O, 4.7795, 3.9305, 9.0536, 0.0092, -0.0045, -0.0135
O, 7.3719, 3.5108, 27.8003, -0.0145, 0.012, -0.0135
O, 16.4415, 10.5143, 22.5344, 0.0014, -0.0049, 0.0141
O, 7.3759, 7.3185, 14.0753, -0.0002, -0.0025, 0.0049
O, 8.7511, 7.4254, 21.8601, -0.0006, 0.0005, 0.0083
O, 13.8623, 5.5601, 20.772, 0.0098, -0.0039, -0.0009
O, 3.6956, 9.5251, 8.8185, -0.007, -0.0077, -0.0104
O, 6.014, 0.615, 25.0258, 0.0063, -0.0047, 0.02
O, 8.0294, 8.7285, 10.0408, 0.0038, 0.0093, 0.0027
O, 2.4108, 3.1767, 9.8962, -0.0015, 0.0122, -0.0017
O, 15.6805, 7.5484, 18.6099, 0.0079, -0.0118, 0.0047
O, 10.6054, 6.3247, 14.9445, -0.0017, -0.0021, 0.0042
O, 13.9183, 7.4433, 29.0554, 0.0006, 0.0043, -0.0038
O, 7.0187, 9.1396, 20.9083, 0.0072, -0.0115, 0.009
O, 14.6311, 0.9122, 23.8506, -0.0201, -0.0044, 0.0148
O, 5.7084, 3.0103, 12.7692, -0.001, -0.0013, 0.0092
O, 15.3239, 1.0881, 28.0908, 0.0205, -0.0237, -0.0063
O, 5.9066, 4.9887, 26.1815, -0.0064, 0.0003, 0.0016
O, 6.8907, 1.839, 10.7561, -0.0013, 0.0047, 0.0075
O, 11.1406, 0.7091, 20.2873, 0.0014, 0.006, 0.0083
O, 8.2561, 0.1896, 26.3829, -0.0058, -0.0003, 0.0005
O, 1.3591, 0.9837, 8.9192, -0.004, -0.0062, -0.0183
O, 6.0294, 4.6854, 23.4847, 0.0015, 0.0069, 0.0101
O, 11.6784, 4.3218, 27.559, 0.0089, -0.0162, -0.0166
O, 11.3821, 7.8496, 17.0522, -0.0046, -0.0034, -0.0054
O, 15.56, 9.3769, 28.3645, 0.0064, -0.0036, -0.0017
O, 12.1701, 5.8834, 12.8909, 0.0025, 0.0051, 0.0045
O, 8.8231, 9.3316, 13.0801, -0.0008, 0.0004, 0.0074
O, 1.7148, 1.8698, 14.1973, -0.0032, -0.0041, 0.0009
O, 5.9239, 2.1533, 22.9209, 0.0027, 0.0016, 0.0022
O, 11.303, 5.2359, 9.7626, 0.0024, 0.0083, 0.0043
O, 9.3883, 3.7966, 10.8995, -0.0009, -0.004, 0.0047
O, 3.6594, 0.8585, 10.2805, 0.0014, 0.006, 0.0004
O, 7.1633, 6.7841, 24.6185, 0.0064, 0.006, -0.0004
O, 8.4994, 0.2691, 9.3003, -0.0033, 0.0104, 0.0071
O, 6.4145, 0.5139, 13.0623, -0.0001, 0.0022, 0.0078
O, 15.6432, 1.7118, 17.8798, -0.0131, 0.0068, 0.0074
O, 2.6988, 2.6595, 16.5093, 0.0018, -0.0019, 0.008
O, 6.3739, 6.6285, 20.6382, -0.0088, -0.0046, -0.0022
O, 7.9743, 2.4203, 19.1622, -0.0019, -0.0041, -0.004
O, 10.3264, 6.5266, 27.9489, -0.0081, 0.0205, -0.0136
O, 9.5717, 2.0481, 27.7623, 0.0095, -0.0132, -0.0083
O, 12.2682, 4.3478, 15.1207, -0.0034, 0.0046, 0.0018
O, 13.583, 5.3656, 26.0224, 0.0052, 0.0176, 0.0029
O, 13.5197, 0.577, 21.4494, 0.0016, -0.0013, 0.01
O, 13.2199, 1.5125, 18.9261, 0.0046, 0.0049, 0.0008
O, 11.3274, 5.3131, 21.494, -0.0007, -0.0047, 0.0089
O, 8.2977, 2.4406, 12.9015, -0.0013, -0.0004, 0.0026
O, 7.1547, -1.1403, 15.04, -0.0014, 0.001, 0.0024
O, 10.0691, 1.727, 25.1959, 0.0041, 0.0085, -0.0105
O, 2.9208, 5.7125, 9.3807, 0.0078, 0.0022, 0.0073
O, 10.9174, 0.0463, 13.2494, 0.0007, -0.0007, 0.0053
O, 15.4588, 6.5364, 24.5384, -0.0098, 0.0039, -0.0026
O, 6.675, 5.8449, 18.0824, -0.0005, 0.0006, 0.0082
O, 9.2744, 8.4559, 15.6051, 0.006, -0.0055, 0.0055
O, 1.5097, 7.4646, 10.7384, -0.0021, -0.0027, -0.0016
O, 8.3833, 7.5293, 19.2364, -0.0029, -0.0005, 0.0042
O, 6.5953, 9.1101, 25.8227, -0.0037, 0.0067, 0.0061
O, 4.6613, -0.9533, 17.5408, -0.0013, -0.0034, 0.0071
O, 12.4304, 3.0205, 25.3946, 0.0033, 0.0005, 0.0073
O, 6.691, 6.9556, 11.505, -0.005, -0.0045, 0.0132
O, 11.967, 6.7626, 19.3402, 0.0003, -0.019, 0.0154
O, 16.4875, 5.0844, 28.9048, -0.0077, -0.0111, 0.016
O, 8.0023, 5.0832, 12.8128, 0.0036, -0.0056, 0.0084
O, 12.6516, 7.6577, 21.7084, 0.0018, -0.0061, 0.0051
O, 12.9438, 7.2282, 24.3418, -0.0002, -0.0048, 0.0107
O, 7.6521, 6.1784, 27.7645, -0.0078, 0.0047, 0.0002
O, 13.1613, 9.6587, 23.3348, -0.0011, 0.0096, 0.0141
O, 14.0819, 3.2349, 27.4248, 0.0071, 0.0132, -0.0118
O, 8.7937, 4.9006, 19.3462, -0.0014, 0.0061, 0.003
O, 12.9235, 9.6082, 27.9109, 0.0119, -0.0042, -0.0084
O, 9.734, 9.9016, 21.6499, -0.001, 0.0028, 0.0074
O, 3.6682, 3.7236, 14.176, 0.0072, 0.0006, 0.0027
O, 14.3557, 7.8922, 26.5015, 0.0009, -0.0036, -0.0002
O, 13.403, 8.8946, 18.5228, 0.0066, 0.0013, -0.0017
O, 5.4748, 5.5716, 13.459, -0.0031, -0.0031, 0.0057
O, 15.4246, 9.6599, 20.187, -0.0008, 0.0004, 0.0108
O, 10.9084, 9.1966, 19.3189, -0.0036, 0.0042, 0.0054
O, 9.7974, 3.147, 20.9595, 0.0121, -0.0052, 0.0188
O, 4.8216, 9.4911, 13.9414, -0.0003, 0.0012, 0.006
O, 2.8829, 7.9346, 13.0161, 0.004, 0.0001, 0.0074
O, 7.3306, 3.8289, 21.3617, -0.0086, 0.0054, 0.0155
O, 8.8556, -0.1017, 19.3159, -0.004, 0.0008, 0.0018

Results
free energy: -153543.107 eV
free energy less fixed offsets of O -568.88, Si -635.61 eV per atom: -7.347 eV

The program warned: the cutoff lies below the one the program advises for these potential files; the forces do not sum to zero within the program's tolerance; the exchange-correlation potential is rough where the density is thin.
